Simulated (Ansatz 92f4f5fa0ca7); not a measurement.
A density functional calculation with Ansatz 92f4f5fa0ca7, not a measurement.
Periodic cell of 272 atoms, Si165O105As2, from a study of silicon, its oxide and their interface. The atomic structure is a simulated model.
Doubt: the cutoff is far below the 930 eV that the study's wrapper takes by default for these files, so forces and energies are approximate.
This geometry differs little from another in the collection (a relaxation step or a small displacement).

Settings
functional: PBE
potential files: Ansatz PAW
basis: plane waves
wave-function cutoff: 580 eV
density cutoff ratio: 5
exchange-correlation grid ratio: 1
k mesh: 1 x 1 x 1, Gamma-centred
self-consistency stop: 5e-08 eV per atom in the density residual
occupations: fixed
spin: none
net charge: 0

Cell vectors (angstrom)
a  11.6015  0  0
b  0  13.3963  0
c  0  0  29.8085

Atoms and the computed forces on them: element, x, y, z (angstrom), force x, y, z (eV/angstrom)
Si  11.5469  0.1844  22.8868  -0.0015  -0.0064  0.0134
Si  3.9141  0.1577  23.0085  -0.0014  -0.0042  0.0108
Si  7.6672  0.1232  23.1265  0.0061  -0.0112  0.0041
Si  2.0677  3.4563  22.8746  -0.0141  0.0031  0.0095
Si  5.9009  3.6847  22.9918  -0.0013  -0.0064  0.0144
Si  9.7596  3.5361  23.0186  0.0079  0.0016  0.0102
Si  11.6605  6.8625  23.0501  -0.0138  -0.0025  0.0099
Si  3.9562  7.0371  23.1639  -0.0015  0.0073  0.0138
Si  7.791  6.8877  23.2257  -0.0026  0.0056  0.0102
Si  2.0351  10.2412  23.2284  -0.0019  0.0035  0.0128
Si  5.8585  10.0988  23.2771  -0.0107  0.007  0.0081
Si  9.8458  10.0898  23.206  -0.0066  0.0084  0.0042
Si  11.6952  2.3858  23.7456  0.0041  0.0001  0.0037
Si  3.996  2.4042  23.7458  0.007  0.003  0.0005
Si  7.7885  2.4133  23.7635  -0.0059  0.0009  0.0021
Si  2.0294  5.7099  23.6857  0.0074  -0.0096  -0.0034
Si  5.8312  5.8092  23.9722  -0.0011  -0.0093  -0.0006
Si  9.7385  5.7298  23.8846  0.0094  0.0001  0.0028
Si  11.753  9.0287  24.0081  0.0066  -0.0006  0.0023
Si  3.9047  9.1366  24.1606  0.0064  -0.0051  -0.0028
Si  7.8499  9.0873  24.0038  0.0095  -0.007  -0.0001
Si  1.9122  12.5108  23.786  -0.0026  0.0004  -0.0029
Si  5.7749  12.3759  23.9093  0.0032  0.0008  -0.001
Si  9.6811  12.3989  23.7728  -0.0033  -0.0015  0.0014
Si  11.6426  2.2943  26.1644  -0.0026  -0.001  0.0069
Si  3.9143  2.3074  26.1636  -0.0023  -0.0027  0.0055
Si  7.7575  2.3122  26.1747  0.0029  0.0014  0.0043
Si  1.9763  5.6222  26.1345  -0.0036  0.0074  0.003
Si  5.817  5.6593  26.3117  0.0012  0.0052  0.0154
Si  9.7075  5.6371  26.2533  -0.0049  -0.0067  -0.0051
Si  11.6655  8.9781  26.3372  -0.0014  -0.004  0.0138
Si  3.8839  9.0135  26.4497  -0.0022  0.0024  0.0073
Si  7.793  9.0043  26.3356  -0.0006  0.0008  0.0086
Si  1.9242  12.3857  26.1926  0.0017  0  0.0052
Si  5.7976  12.3316  26.2715  -0.0027  -0.0001  0.0053
Si  9.6853  12.3461  26.181  0.0004  0  0.0018
Si  1.9689  1.195  27.0122  0.0058  -0.0037  0.0013
Si  5.8275  1.1828  27.0157  0.0054  -0.0077  0.0015
Si  9.6913  1.1799  26.9946  0.0006  -0.0055  0.0066
Si  11.647  4.509  27.0076  0.0048  0.0068  0.0089
Si  3.8803  4.5094  27.0296  0.0021  0.0003  -0.0115
Si  7.7603  4.5168  27.0401  0.0291  0.0148  0.0011
Si  1.9636  7.8128  27.0729  0.0069  -0.0104  0.0018
Si  5.846  7.8837  27.0857  0.0002  -0.0031  -0.0003
Si  9.7148  7.8546  27.0689  0.0038  0.0052  -0.003
Si  11.6149  11.2394  27.0331  0.0003  0.0069  -0.0035
Si  3.8458  11.2681  27.0706  0.0087  -0.0069  0.0074
Si  7.76  11.2418  27.0502  0.003  -0.0025  0.0011
Si  1.9336  1.1164  29.4135  0.0595  0.1871  -0.1985
Si  5.8008  1.1164  29.4135  0.0484  0.14  -0.1788
Si  9.6679  1.1164  29.4135  0.0783  0.1101  -0.2656
Si  0  4.4654  29.4135  0.1258  0.0453  -0.1937
Si  3.8672  4.4654  29.4135  -0.069  0.0516  -0.1313
Si  7.7343  4.4654  29.4135  0.0473  0.026  -0.0501
Si  1.9336  7.8145  29.4135  0.0009  -0.1629  0.2425
Si  5.8008  7.8145  29.4135  0.1034  0.024  0.4026
Si  9.6679  7.8145  29.4135  0.0749  -0.0065  0.1295
Si  0  11.1635  29.4135  0.0098  0.1553  -0.0943
Si  3.8672  11.1635  29.4135  -0.1041  0.2967  0.1804
Si  7.7343  11.1635  29.4135  0.0426  0.1907  -0.0453
Si  0  0  0.3944  -0.0702  -0.0649  -0.0797
Si  3.8672  0  0.3944  0.0492  -0.2375  0.2663
Si  7.7343  0  0.3944  -0.1709  -0.2381  0.0718
Si  1.9336  3.3491  0.3944  0.0296  -0.1881  -0.0433
Si  5.8008  3.3491  0.3944  0.0425  -0.0865  0.1446
Si  9.6679  3.3491  0.3944  -0.0571  -0.0703  0.1465
Si  0  6.6981  0.3944  -0.0945  -0.0062  0.0412
Si  3.8672  6.6981  0.3944  0.0043  -0.1524  -0.145
Si  7.7343  6.6981  0.3944  0.0521  -0.0521  0.0743
Si  1.9336  10.0472  0.3944  -0.0243  -0.0106  -0.0835
Si  5.8008  10.0472  0.3944  0.1319  0.1055  -0.0064
Si  9.6679  10.0472  0.3944  0.0247  -0.0986  -0.0867
Si  11.57  -0.041  2.7562  -0.0342  -0.0143  0.0107
Si  3.8659  -0.0795  2.7986  0.0176  -0.0105  -0.0177
Si  7.6867  -0.0933  2.7764  0.0096  0.0122  -0.0089
Si  1.9486  3.2588  2.7516  0.0421  0.0065  0.025
Si  5.8121  3.2859  2.7876  -0.0107  -0.0447  -0.074
Si  9.6674  3.2896  2.7912  -0.0218  -0.0094  -0.012
Si  11.5919  6.6402  2.7606  0.0027  0.0104  -0.0012
Si  3.8834  6.6193  2.7408  0.0263  0.004  0.0396
Si  7.7589  6.6438  2.7686  0.0178  -0.0044  0.0185
Si  1.9392  10.0075  2.7589  0.0064  0.0489  -0.0537
Si  5.8371  10.0331  2.7695  0.0071  -0.014  0.0092
Si  9.6913  9.9838  2.7553  0.0017  -0.0093  0.0146
Si  11.6131  2.1724  3.569  -0.1088  0.0884  0.1232
Si  3.8837  2.1335  3.5747  0.1172  0.1287  0.0805
Si  7.7321  2.1131  3.5607  0.0205  0.0213  0.0168
Si  1.923  5.4944  3.4768  -0.0415  -0.0228  -0.0043
Si  5.8296  5.5293  3.5635  -0.0299  0.0047  -0.0021
Si  9.6791  5.5176  3.6146  -0.0426  -0.0223  0.008
Si  11.6264  8.8748  3.5641  0.0114  -0.0038  0.0059
Si  3.9076  8.8694  3.4307  -0.0214  -0.0034  -0.0103
Si  7.7599  8.8762  3.5517  -0.0076  -0.0049  -0.0078
Si  1.8817  12.2429  3.5598  -0.0131  -0.1847  0.1012
Si  5.7784  12.2083  3.7358  -0.0404  0.0105  0.0357
Si  9.6382  12.203  3.5305  0.0511  0.0215  0.0378
Si  11.6345  2.0923  5.9568  -0.0636  -0.0484  -0.1467
Si  3.9032  2.0585  5.9555  -0.0267  0.059  -0.4053
Si  7.7198  1.9692  5.936  0.0374  -0.0199  0.0408
Si  1.9022  5.4152  5.8147  0.0424  -0.0453  0.0716
Si  5.8435  5.4726  5.9379  -0.0026  -0.0147  0.0235
Si  9.6776  5.4288  6.016  0.0347  -0.0252  -0.0148
Si  11.6709  8.8195  5.9443  0.0122  0.0209  0.0003
Si  3.9388  8.7953  5.7467  0.0495  0.0032  0.029
Si  7.8083  8.8048  5.9236  0.0154  -0.0193  0.0119
Si  1.8185  12.1833  5.945  0.0475  0.151  -0.3066
Si  5.7604  12.0978  6.2484  -0.0616  0.0666  0.0595
Si  9.6132  12.1127  5.896  0.0272  -0.0015  0.0552
As  1.9659  1.0009  6.9069  0.0281  -0.0694  0.2351
Si  5.7646  0.9763  6.9912  0.0032  0.054  -0.0675
Si  9.701  0.8941  6.7526  0.0892  0.1729  -0.1624
Si  11.6267  4.3136  6.8058  -0.2286  -0.0782  -0.0866
Si  3.8608  4.3392  6.5529  0.0018  -0.1031  -0.0765
Si  7.7344  4.1851  6.6338  -0.0023  -0.0151  -0.0141
Si  2.0507  7.637  6.5099  -0.0094  0.0241  -0.0605
Si  5.8583  7.739  6.6959  -0.0296  0.0025  -0.0403
Si  9.7567  7.6979  6.7324  -0.0192  0.0072  0.0061
Si  11.475  11.013  6.8408  0.0329  0.0076  -0.0285
Si  3.6773  10.9386  6.6721  -0.0691  0.0059  -0.0767
Si  7.7907  10.9617  6.8782  -0.0173  0.0344  -0.0564
O  9.8999  7.8957  8.3954  0.0139  -0.0029  0.082
O  9.7614  0.7417  8.4322  -0.0155  0.0524  -0.1022
O  3.0227  10.5624  8.1587  -0.0052  -0.0009  0.0957
O  5.8138  7.9038  8.3587  0.0156  0.0015  0.0459
O  5.6082  1.1876  8.6673  0.0644  -0.0426  0.0846
O  3.7492  4.3072  8.1978  -0.0134  0.0451  0.0266
O  7.661  3.7442  8.257  -0.0199  0.0204  0.0352
O  -0.0616  4.3463  8.4817  0.0606  -0.064  0.0819
O  11.1544  10.9591  8.4908  0.0224  0.0581  -0.0303
O  8.1333  10.7784  8.5177  -0.0431  -0.0197  0.0572
O  2.3537  7.4905  8.1172  0.0156  0.0097  0.1132
O  11.4137  0.2093  21.2073  0.0011  0.0017  0.0038
O  9.7687  3.6391  21.3545  -0.0026  0.0004  -0.0036
O  4.1432  7.5466  21.5768  0.0009  -0.0021  -0.0041
O  6.0014  4.1641  21.3762  -0.0022  0.0038  -0.0074
O  5.7453  9.7608  21.6411  0.0024  -0.0046  0.0004
O  2.1379  3.3768  21.1931  0.0058  -0.0021  -0.0047
O  7.3607  13.4481  21.4862  -0.0027  0.0015  -0.0003
O  4.012  0.1598  21.3445  -0.0014  -0.0014  0.0046
O  7.7237  6.9557  21.5747  -0.0019  -0.0034  0.0041
O  2.122  10.1823  21.5786  0.002  -0.0017  -0.0021
O  11.5305  6.9777  21.3888  0.0034  0.0005  -0.0013
O  10.1746  9.6661  21.6149  0.0021  -0.0033  0.0025
Si  11.5752  6.5136  11.3281  -0.0307  0.0219  0.0312
Si  1.569  10.3707  16.2344  -0.0052  -0.0163  0.0366
Si  0.1183  3.7315  9.9957  -0.0049  -0.1322  -0.1748
Si  8.0806  12.8605  20.1567  0.0014  0.0005  0.0136
Si  2.8109  10.4706  9.7627  0.0256  -0.0643  -0.0217
Si  2.5689  10.397  20.0354  0.0001  -0.0005  0.0163
Si  10.3508  3.7042  19.8316  -0.0062  -0.0026  0.0118
Si  0.2388  12.8019  17.0699  -0.0031  -0.0027  0.0286
Si  10.8113  0.7017  19.7566  -0.0031  0.0021  0.0131
Si  3.154  7.7611  16.24  0.0076  -0.0103  0.0219
Si  0.3242  6.4911  19.8884  -0.0012  -0.0058  0.0104
Si  9.371  2.5124  14.2681  -0.0372  0.0208  0.0763
Si  2.8276  2.5367  11.007  0.0254  -0.0572  -0.0988
Si  5.1231  11.9786  15.333  0.0105  -0.0114  0.0353
Si  4.9381  8.6819  20.6968  0.0008  -0.0005  0.0117
Si  3.5842  -0.3865  11.2616  -0.0045  0.0584  -0.0325
Si  5.5811  8.8811  14.8018  0.0144  -0.0113  0.0386
Si  -0.2258  11.2175  10.1029  -0.0327  0.1805  -0.1199
Si  9.4536  10.0182  20.1977  -0.0025  0  0.0152
Si  3.4554  0.0533  19.8123  -0.0046  0.0048  0.0097
Si  7.4489  4.7135  9.5429  -0.0032  -0.0337  -0.0672
Si  2.361  12.3585  14.1404  -0.0069  -0.0164  0.0785
Si  6.1635  0.6018  10.1188  0.0387  0.0151  -0.1184
Si  2.7865  2.9013  19.7518  -0.0027  -0.0006  0.0098
Si  5.6896  4.431  13.6313  0.0166  0.0251  0.0347
Si  7.472  0.1962  15.5763  0.0035  0.0067  0.0293
Si  9.6054  11.3161  15.192  -0.0022  -0.0061  0.0598
Si  1.9829  6.5969  13.5552  0.0298  0.0326  0.0688
Si  2.7918  3.5402  13.9771  0.0063  0.0123  0.0641
Si  11.6983  9.1716  18.3906  0.0012  -0.0006  0.0132
As  11.3138  0.8328  9.3798  -0.0701  0.0337  -0.3523
Si  9.1172  7.336  9.7131  -0.0311  0.0162  -0.0674
Si  8.642  8.5345  14.6077  -0.0075  -0.0108  0.0262
Si  4.7837  7.1625  12.3477  0.0273  0.0156  0.0307
Si  2.9687  5.6314  18.7523  -0.0007  -0.0008  0.0068
Si  2.5244  7.4152  9.713  0.0515  0.0235  -0.0419
Si  6.2565  8.4331  9.8369  0.0202  -0.0007  -0.0109
Si  4.2964  4.7556  9.6448  0.0628  0.0503  -0.0813
Si  9.3252  10.4253  12.2886  -0.0226  -0.0159  0.0139
Si  5.94  13.0275  17.9441  0.0046  0.0062  0.0214
Si  7.9699  4.9241  18.3586  -0.0031  -0.0068  0.0063
Si  8.2777  5.383  15.1949  -0.0001  0.0104  0.0288
Si  7.3174  11.0788  9.9224  0.0739  -0.0085  -0.0714
Si  5.3805  4.1975  19.8621  0.0058  -0.0046  0.0141
Si  0.7652  1.4912  15.0091  0.0008  -0.0022  0.0826
Si  7.5486  7.5257  20.0693  0.0019  -0.002  0.009
Si  7.6213  2.7904  11.8457  -0.0071  -0.0121  -0.0124
O  3.4321  6.0844  10.0849  -0.0445  -0.0278  0.0211
O  1.9154  2.6688  15.056  0.008  0.0102  -0.0176
O  -0.6113  12.7915  10.4626  -0.1221  0.1228  0.0988
O  8.3642  8.8954  19.8219  0.0004  -0.0032  -0.0003
O  2.4132  1.3129  19.4991  -0.001  -0.0024  0.0009
O  8.1249  5.2787  16.7956  -0.0057  -0.008  0.001
O  2.7405  11.9851  19.6819  -0.0016  -0.0024  -0.0014
O  7.1405  8.7614  15.1944  -0.0142  0.0028  0.0108
O  1.2751  0.1862  14.1528  0.0151  -0.0078  -0.0027
O  4.3657  3.8083  14.3992  -0.0242  -0.0148  -0.0114
O  4.1607  3.4201  10.6038  -0.0648  -0.049  0.0427
O  10.9398  2.0743  14.4444  -0.002  0.0005  0.0119
O  11.4159  4.8945  11.0948  -0.0192  0.0741  0.0525
O  10.8353  12.0062  16.028  -0.0066  -0.0094  -0.0153
O  8.9019  6.8865  14.7808  0.005  0.003  -0.0096
O  1.6691  3.2708  10.1494  0.0582  -0.0419  0.029
O  8.4389  5.9495  9.2231  -0.0104  0.002  0.0264
O  11.1455  2.2977  19.5121  -0.001  -0.0017  0.0009
O  5.3989  7.6102  10.9207  -0.0119  -0.0104  0.0053
O  11.4185  7.5947  18.7709  -0.0009  -0.0009  -0.001
O  7.8638  8.2787  10.1442  0.0152  0.0092  0.014
O  10.1191  7.1761  10.9888  0.0487  -0.0366  0.0359
O  9.2029  4.0985  14.7146  0.001  -0.0342  -0.0183
O  8.8258  11.4719  20.5005  -0.0011  -0.0021  -0.0005
O  10.5569  10.2944  11.1944  -0.0055  -0.0229  0.0482
O  8.3531  12.2176  15.7366  0.0065  -0.0147  -0.0198
O  4.4299  2.8757  19.7968  -0.0036  -0.0016  0.0026
O  4.652  0.23  18.72  -0.0001  -0.003  -0.0028
O  10.4674  10.0905  18.9314  0.0022  -0.0018  -0.0028
O  6.794  0.682  17.0036  0.0021  -0.0097  -0.0119
O  0.5127  6.841  12.8534  -0.0317  -0.0056  -0.0384
O  1.0415  7.1769  10.3106  -0.0323  -0.0044  0.0045
O  3.1518  7.2004  12.568  -0.0098  -0.0023  -0.0107
O  3.9431  9.5568  19.7519  0.0002  0.0006  0.0005
O  6.761  5.1673  14.6154  -0.0233  -0.0169  -0.0183
O  0.5514  0.9141  16.5212  -0.0027  0.0064  -0.0222
O  1.5422  11.7906  17.0888  0.0012  -0.0008  -0.0171
O  5.4317  8.2788  13.3142  -0.0105  -0.016  -0.0138
O  2.9602  12.3774  12.6252  0.0251  -0.0086  -0.0099
O  6.3987  3.1788  12.8659  -0.0003  -0.0176  -0.0107
O  2.7997  9.3359  16.5849  -0.0058  0.01  -0.0043
O  5.996  7.8972  19.7383  -0.0002  -0.0002  0.0015
O  1.9465  6.3928  19.7673  -0.0007  0.0007  0.0049
O  1.4389  9.6962  19.127  -0.0032  -0.0021  -0.0007
O  9.4773  9.6868  15.4765  0.0018  0.0145  -0.0124
O  3.0972  8.8999  10.1908  -0.0257  0.0044  0.0206
O  8.894  9.0001  13.0338  0.0142  0.0232  -0.0456
O  2.1445  7.3187  15.0145  -0.0109  -0.0163  -0.0329
O  9.1294  3.8645  18.7757  -0.0011  0.0008  -0.0008
O  4.7212  7.8995  15.7953  0.0035  0.0077  -0.0096
O  7.2233  1.6085  10.8134  0.0104  0.0117  0.0189
O  8.113  6.3591  19.1052  -0.0007  0.0012  -0.0004
O  5.8799  5.1415  9.6075  -0.0313  -0.0076  0.0374
O  6.9779  -0.9293  19.0483  -0.008  -0.0009  -0.0036
O  10.8162  2.3763  10.269  -0.123  -0.1467  0.0501
O  8.9431  2.3827  12.7003  -0.0052  -0.0067  -0.0367
O  9.7123  11.4504  13.5372  -0.0028  -0.0105  -0.0145
O  6.559  4.195  18.7426  -0.001  -0.0004  0.0019
O  6.033  10.0511  9.9558  -0.0324  -0.0023  0.0163
O  1.3362  10.8508  10.3324  0.0739  -0.0287  0.0098
O  5.1539  10.4597  14.7326  -0.0098  0.0062  -0.0063
O  1.6882  10.9085  14.6508  0.0094  0.016  -0.0253
O  11.3599  13.0804  18.5999  0.0016  -0.0053  -0.0041
O  5.4287  11.8415  16.9394  -0.0094  -0.0055  -0.0203
O  8.1011  10.9844  11.3555  -0.0008  0.0142  0.0293
O  11.3018  5.0117  19.6152  0.0009  0.0033  0.0002
O  8.37  1.4622  15.0667  0.0098  0.0116  -0.0233
O  2.4223  4.0527  18.5997  -0.0012  -0.0007  0.001
O  3.7417  11.6977  10.3094  -0.0058  0.0342  0.0148
O  9.1772  0.5763  19.6917  0.0005  0.0006  -0.0026
O  2.6774  2.6586  12.6142  0.0098  0.0062  0.0221
O  3.6414  12.6291  15.1206  -0.0173  -0.0033  -0.0195
O  7.961  4.1042  10.9489  0.0236  -0.0125  0.0218
O  5.0722  0.2941  11.3062  -0.0495  -0.0259  0.0132
O  4.4243  5.4893  19.4926  -0.0028  0.0018  0.0035
O  6.1994  13.0473  14.6592  -0.01  -0.0101  -0.0095
O  3.0518  6.5823  17.3976  -0.0034  0.0003  0.0001
O  2.7216  0.9145  10.6838  -0.0098  0.0094  0.0539
O  0.2935  9.4489  16.7768  0.0023  0.0063  -0.0039
O  5.2243  5.6105  12.6013  -0.0153  -0.0079  -0.0177
O  2.1022  4.9911  13.7625  -0.0047  -0.0147  -0.0144
O  6.8525  12.6025  9.7171  0.0137  0.0212  0.0285

Results
free energy: -174314.256 eV
free energy less fixed offsets of As -4856.12, O -568.88, Si -635.61 eV per atom: 6.034 eV

The program warned: the cutoff lies below the one the program advises for these potential files; the exchange-correlation potential is rough where the density is thin.
